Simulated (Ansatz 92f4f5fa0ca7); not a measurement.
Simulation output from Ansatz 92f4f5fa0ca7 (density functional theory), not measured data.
Periodic cell of 215 atoms, Si131O82P2, from a study of silicon, its oxide and their interface. The atomic structure is a simulated model.

Settings: functional PBE; potential files Ansatz PAW; basis plane waves; wave-function cutoff 700 eV; density cutoff ratio 5; exchange-correlation grid ratio 1; k mesh 2 x 2 x 1, shifted by 0.5 0.5 0.5 of a step; self-consistency stop 5e-08 eV per atom in the density residual; occupations fixed; spin none; net charge 0.

Cell vectors (angstrom)
a	10.938	0	0
b	0	10.938	0
c	0	0	31.5432

Atoms: element, x, y, z (angstrom)
Si	10.4412	0.5476	24.2553
P	6.0528	10.5114	24.3418
Si	2.1237	3.3005	24.0586
Si	8.7283	2.271	24.3145
Si	0.4855	5.113	24.1242
Si	5.1417	5.9315	24.2026
Si	3.4784	7.6932	24.1622
P	7.9486	8.7663	23.6757
Si	1.322	1.5041	25.4166
Si	6.89	1.3653	25.5114
Si	4.0319	4.1568	25.3142
Si	9.6712	4.1271	25.426
Si	1.5104	6.8717	25.3209
Si	6.963	7.0398	25.2645
Si	4.2112	9.5953	25.3984
Si	9.4353	9.6269	25.318
Si	2.7342	0.0448	26.6569
Si	8.1983	-0.0303	26.8858
Si	0.0118	2.7867	26.8971
Si	5.4213	2.7875	26.6835
Si	2.7319	5.4738	26.8058
Si	8.2176	5.5453	26.6348
Si	0.0042	8.2385	26.592
Si	5.5528	8.2196	26.7883
Si	4.1038	1.3785	28.0743
Si	9.5686	1.3869	28.1964
Si	1.3879	4.1378	28.2142
Si	6.8238	4.1555	28.0358
Si	4.1183	6.8472	28.128
Si	9.6077	6.8606	28.0405
Si	1.3579	9.6017	28.0266
Si	6.8398	9.5547	28.2245
Si	0.0138	-0.0075	29.4922
Si	5.4502	0.0187	29.4987
Si	2.7532	2.7238	29.5008
Si	8.164	2.7743	29.4798
Si	-0.0171	5.5015	29.4986
Si	5.4739	5.4761	29.4862
Si	2.7179	8.2313	29.4588
Si	8.241	8.1744	29.4986
Si	1.3673	1.3673	30.8594
Si	6.8362	1.3673	30.8594
Si	4.1018	4.1018	30.8594
Si	9.5708	4.1018	30.8594
Si	1.3673	6.8362	30.8594
Si	6.8362	6.8362	30.8594
Si	4.1018	9.5708	30.8594
Si	9.5708	9.5708	30.8594
Si	2.7345	0	0.6835
Si	8.2035	0	0.6835
Si	0	2.7345	0.6835
Si	5.469	2.7345	0.6835
Si	2.7345	5.469	0.6835
Si	8.2035	5.469	0.6835
Si	0	8.2035	0.6835
Si	5.469	8.2035	0.6835
Si	4.1144	1.3503	2.0534
Si	9.5422	1.3829	2.0398
Si	1.3313	4.1335	2.0534
Si	6.8552	4.0721	2.055
Si	4.0803	6.8605	2.0371
Si	9.5916	6.8149	2.0512
Si	1.3801	9.5574	2.0568
Si	6.8274	9.5765	2.0631
Si	-0.038	-0.0095	3.3442
Si	5.4668	-0.0086	3.4863
Si	2.7007	2.7262	3.3383
Si	8.1932	2.6997	3.4934
Si	-0.0198	5.4745	3.5137
Si	5.4619	5.4767	3.3238
Si	2.7434	8.2063	3.4834
Si	8.2271	8.1876	3.3772
Si	1.3035	1.3672	4.6774
Si	6.8491	1.3065	4.9086
Si	4.0737	4.1194	4.643
Si	9.5401	4.0682	4.8936
Si	1.3627	6.8732	4.8907
Si	6.8421	6.8053	4.6907
Si	4.1148	9.5645	4.8926
Si	9.5826	9.5645	4.7466
Si	2.635	0.0459	6.1101
Si	8.2405	-0.129	6.2634
Si	-0.0075	2.6574	6.1952
Si	5.3923	2.7718	6.07
Si	2.7658	5.4383	6.1339
Si	8.1059	5.4424	6.1823
Si	0.0091	8.2996	6.2373
Si	5.5785	8.1576	6.1643
Si	3.493	1.9475	7.1761
Si	10.0392	0.8347	7.4602
Si	1.7897	3.6631	7.3423
Si	6.2241	4.5276	7.3847
Si	4.6533	6.311	7.2596
Si	9.1827	7.1851	7.3305
Si	0.9104	10.162	7.5197
Si	7.4356	8.8917	7.4927
O	4.5929	6.596	8.89
O	1.4281	3.9886	8.9359
O	9.7657	6.5276	8.7429
O	1.3329	10.1223	9.1497
O	6.096	4.224	9.0262
O	3.7401	1.6465	8.7704
O	7.183	8.9826	9.147
O	9.6693	1.0901	9.0594
O	8.3092	2.6702	22.7765
O	10.9315	5.6364	22.6161
O	5.6219	0.0598	22.836
O	5.4084	5.3941	22.6505
O	2.1391	2.8577	22.4501
O	3.5023	7.9146	22.5095
O	9.1156	8.4949	22.4092
O	-0.1554	11.2152	22.6576
Si	2.221	2.9422	12.8757
Si	8.726	1.3335	10.3582
Si	1.1426	4.5079	15.334
Si	7.5818	5.5933	12.217
Si	2.5298	8.1438	21.2311
Si	5.4603	7.8188	12.4666
Si	9.3566	0.4551	15.4813
Si	3.0393	-0.0148	16.6996
Si	10.5365	1.1436	12.5827
Si	7.8275	2.8138	21.2497
Si	9.202	8.7861	14.4484
Si	1.5182	4.7679	10.3631
Si	4.558	9.491	19.1977
Si	11.2258	6.0274	21.0559
Si	6.7044	10.4608	14.8472
Si	5.4503	0.6995	21.3421
Si	2.3855	9.8162	10.3709
Si	0.5601	10.5962	21.3459
Si	5.9195	5.2674	21.1238
Si	3.6735	7.0912	10.1127
Si	9.1185	5.6958	14.8515
Si	3.734	4.0907	19.0742
Si	10.1274	3.6054	19.3562
Si	4.3474	8.686	15.375
Si	0.5493	1.9148	17.1613
Si	6.9099	7.5568	19.289
Si	5.3794	3.6514	16.7418
Si	7.9019	5.0257	17.5794
Si	6.6994	9.9506	10.3668
Si	4.421	1.0678	10.0954
Si	0.02	9.0782	11.8881
Si	9.4195	8.5439	20.7708
Si	4.6483	1.688	14.5899
Si	2.5553	2.0911	21.075
Si	6.3669	3.3607	10.3805
Si	3.5202	5.926	16.7134
Si	9.9249	6.5226	10.3549
O	0.1865	2.5547	18.6109
O	3.0303	9.6594	15.6271
O	11.0585	4.6497	20.1995
O	7.6374	2.4538	9.9549
O	10.9674	5.3277	10.8039
O	6.6417	6.7668	12.8593
O	10.3834	8.0465	10.7665
O	7.7444	9.4721	13.9863
O	8.4667	6.2092	11.0004
O	5.3382	10.4438	20.2601
O	2.2221	3.7185	11.4224
O	8.0975	8.5638	19.802
O	6.3245	6.7468	20.5846
O	5.6093	2.7546	15.3959
O	1.4963	0.8691	20.7183
O	6.0852	9.0876	11.6191
O	4.7463	5.0269	16.1283
O	6.7114	3.9128	17.6531
O	10.5585	10.6511	11.7953
O	5.6694	0.5153	13.9994
O	8.1552	5.0959	15.9885
O	9.8196	9.8159	15.5651
O	-0.3067	5.1817	15.1004
O	1.7683	6.7262	20.9072
O	1.6152	0.6548	17.1892
O	6.7094	1.6566	20.9506
O	1.0965	1.7472	12.8077
O	3.2718	5.4791	18.2906
O	9.6082	2.0162	11.5649
O	1.0921	3.1428	16.2296
O	8.6004	5.1414	13.4097
O	10.3418	8.5617	13.2991
O	1.5209	9.3306	21.7177
O	10.3102	9.9093	20.4161
O	3.2269	0.2156	10.8617
O	5.124	2.3636	10.8329
O	1.7799	4.1104	13.9037
O	7.9462	10.902	10.847
O	9.2432	4.4888	18.3118
O	5.7352	9.5043	15.7765
O	5.5715	-0.0122	9.7183
O	3.6638	2.3031	13.4076
O	2.0942	5.6598	15.9764
O	9.7845	1.05	14.0203
O	4.4343	6.9741	11.5347
O	4.7773	4.5747	20.2143
O	10.0623	1.3382	16.6215
O	6.6909	4.3424	11.6514
O	5.7059	8.4603	18.6433
O	9.1326	2.6922	20.282
O	3.7312	1.1563	15.8204
O	4.3375	3.0992	17.8981
O	10.1806	7.1194	20.4494
O	3.3784	8.6635	9.7933
O	4.0239	7.4431	16.3883
O	7.725	0.4889	15.7016
O	8.9774	7.3076	15.0434
O	4.0594	1.5226	21.3254
O	1.6458	9.1464	11.6848
O	2.362	6.1498	10.1984
O	7.4479	6.4767	18.1834
O	7.2339	4.3132	21.0345
O	4.6071	8.2688	13.8022
O	3.3769	8.6239	19.9272
O	2.6164	3.1774	19.8445
O	3.8693	10.4076	18.0241

Results
free energy: -131440.269 eV
free energy less fixed offsets of O -569.03, P -756.45, Si -635.61 eV per atom: -1.999 eV

Forces (eV/angstrom), in the order of the atoms: element, x, y, z
Si	-0.0693	0.0237	-0.1037
P	-0.0326	0.0076	-0.0691
Si	-0.0292	-0.0067	-0.0518
Si	0.0581	-0.0608	-0.1183
Si	-0.0272	-0.0293	-0.1132
Si	0.0231	0.0327	-0.0289
Si	0.0581	-0.1041	-0.1207
P	0.234	0.0634	-0.3912
Si	-0.0301	0.0082	-0.033
Si	-0.0544	-0.0839	0.0297
Si	-0.0535	0.0023	-0.0543
Si	0.0222	0.005	-0.002
Si	0.0205	-0.0116	0.025
Si	-0.0397	0.0453	-0.061
Si	0.0749	0.0587	0.0287
Si	-0.0915	-0.0532	0.0503
Si	0.0243	0.0336	0.0052
Si	0.0817	-0.0067	0.0192
Si	0.0092	-0.007	0.0165
Si	-0.0506	-0.0381	-0.0025
Si	0.0164	0.0054	0.0279
Si	-0.0312	0.0046	0.121
Si	-0.0558	0.0252	0.0083
Si	-0.0291	-0.0871	0.0885
Si	0.0106	-0.0017	0.0355
Si	-0.0348	-0.0171	-0.05
Si	0.003	0.0114	-0.0672
Si	0.1044	0.0527	0.0409
Si	0.0382	0.1285	-0.0066
Si	0.0164	-0.0232	0.0385
Si	-0.0452	-0.0459	0.0726
Si	-0.0183	0.0293	-0.0403
Si	0.0224	-0.0261	-0.0345
Si	-0.023	0.0226	-0.0014
Si	0.0128	-0.0218	-0.0134
Si	-0.0038	0.0249	-0.0162
Si	-0.0342	0.0329	-0.0064
Si	0.0069	-0.0331	-0.0372
Si	-0.0317	-0.0729	-0.0309
Si	0.0368	-0.0184	-0.0272
Si	0.123	-0.0663	0.0596
Si	-0.1312	0.1507	-0.0688
Si	0.1674	-0.0431	0.0368
Si	-0.1585	0.1345	-0.1231
Si	-0.0017	0.2543	-0.1262
Si	0.1226	-0.1101	0.0406
Si	-0.1673	0.0963	-0.1132
Si	0.1349	-0.0702	0.0654
Si	0.078	-0.129	0.0561
Si	-0.1618	0.0441	-0.0682
Si	-0.1596	0.1247	-0.0395
Si	0.0933	-0.1111	0.0459
Si	-0.1565	0.1141	-0.0555
Si	0.0878	-0.1836	0.0938
Si	0.1898	-0.0985	0.0635
Si	-0.0277	0.1463	-0.0624
Si	0.0344	-0.0257	0.0151
Si	-0.0265	0.0334	0.0172
Si	-0.0232	0.0323	0.0312
Si	0.0325	-0.0266	0.0106
Si	-0.0326	0.0306	0.0183
Si	0.0293	-0.0188	0.0248
Si	0.0294	-0.0263	0.0117
Si	-0.014	0.0266	0.0421
Si	0.0266	-0.0063	0.0526
Si	0.0006	-0.0033	-0.0418
Si	0.0097	0.0134	0.0703
Si	-0.0099	0.0145	-0.0286
Si	-0.0003	-0.0044	-0.0265
Si	0.0087	-0.0197	0.069
Si	-0.0124	0.0092	-0.0282
Si	-0.0083	-0.0138	0.0419
Si	-0.0103	0.0081	0.0025
Si	0.0105	-0.0072	-0.0215
Si	-0.0066	0.0052	-0.0026
Si	0.0012	-0.0071	-0.0587
Si	0.0154	0.0005	-0.0547
Si	0.0037	0.0018	-0.0006
Si	0.0099	-0.0089	-0.0209
Si	0.0016	0.004	0.018
Si	-0.0291	-0.0056	-0.0254
Si	0.005	-0.024	-0.013
Si	0.0208	-0.0159	-0.003
Si	-0.0082	0.0216	-0.0246
Si	0.017	-0.0207	-0.0022
Si	-0.0387	-0.0017	-0.0028
Si	-0.0022	0.0272	0.0053
Si	0.0238	-0.0009	-0.0167
Si	-0.0608	0.0633	0.0684
Si	0.0235	-0.0223	0.0494
Si	0.0373	-0.035	0.0468
Si	-0.0544	0.0271	0.0565
Si	0.0443	-0.0365	0.0487
Si	-0.0171	0.011	0.0531
Si	-0.0067	0.0466	0.0584
Si	0.0222	-0.0492	0.0622
O	-0.0191	0.0041	0.0015
O	0.005	0.0111	-0.0021
O	-0.003	0.008	0.0031
O	-0.002	-0.011	-0.0154
O	0.0102	0.0088	-0.015
O	-0.0076	0.005	-0.0547
O	0.0042	0.0004	-0.0403
O	-0.0011	-0.0037	-0.0046
O	0.0084	-0.0015	0.0417
O	0.0458	-0.0223	0.0121
O	0.043	-0.0405	0.0549
O	-0.0178	0.0115	0.0562
O	0.0162	0.0335	0.0564
O	0.0003	0.0024	0.0504
O	0.0094	-0.0603	-0.3071
O	0.0615	-0.0106	-0.0072
Si	0.0049	0.0051	0.0067
Si	0.0116	-0.0007	0.017
Si	0.0071	-0.0011	0.008
Si	0.0097	-0.0148	0.0214
Si	-0.0135	0.0051	-0.0388
Si	-0.0036	-0.0037	0.0196
Si	-0.0034	0.0013	0.0095
Si	-0.0051	-0.0127	0.0079
Si	-0.007	0.0193	0.0061
Si	-0.0062	-0.0219	-0.0322
Si	0.0013	-0.0038	0.0107
Si	-0.0102	0.0042	0.0109
Si	0.0037	-0.0232	-0.0279
Si	-0.0457	-0.0116	0.005
Si	-0.0067	-0.0059	0.0022
Si	-0.0062	0.0319	-0.0735
Si	0.01	-0.0061	0.0177
Si	-0.0213	0.0303	0.0221
Si	0.0019	0.0373	0.0206
Si	0.0075	0.0071	0.0014
Si	-0.0064	-0.0032	-0.0087
Si	-0.0015	-0.0116	-0.0086
Si	-0.0156	-0.0128	-0.0009
Si	0.0058	-0.0127	0.0074
Si	-0.0092	0.0129	0.0209
Si	-0.0246	-0.0038	0.0245
Si	0.0092	-0.0138	-0.0061
Si	-0.0056	-0.0149	-0.0037
Si	0.0126	-0.0035	0.039
Si	-0.0015	-0.0068	0.0456
Si	0.0028	-0.0148	0.0084
Si	-0.0564	-0.1343	0.4887
Si	0.0127	0.0087	0.0026
Si	0.0046	0	-0.0443
Si	-0.0218	0.0099	0.02
Si	-0.0126	0.0082	0.0066
Si	-0.0025	0.0021	0.0053
O	-0.0009	-0.0103	-0.0417
O	0.014	0.0119	0.0144
O	0.0034	0.0339	0.0288
O	-0.002	-0.0253	-0.0084
O	-0.0081	0.008	-0.0129
O	-0.0013	0.007	-0.0077
O	-0.0047	-0.0197	0.0003
O	0.0151	-0.0026	0.0356
O	0.0255	0.0023	0.0014
O	0.0061	-0.0226	-0.0138
O	-0.008	-0.0014	-0.0106
O	0.0842	-0.0581	0.0943
O	0.0107	0.0282	-0.0516
O	-0.0005	-0.0154	-0.0041
O	0.006	-0.0025	0.0131
O	0.0008	-0.0081	-0.011
O	-0.0054	-0.0145	0.0281
O	0.0065	0.0162	0.0027
O	-0.0036	-0.0002	0.0005
O	-0.0066	0.0053	0.0355
O	0.01	0.0012	0.0016
O	-0.0222	0.0133	-0.026
O	-0.0007	-0.0069	0.0013
O	0.0167	-0.0052	0.0126
O	-0.0062	0.0122	-0.0036
O	0.0219	0.0339	-0.0161
O	0.0049	0.0162	-0.0026
O	0.0098	-0.0158	-0.0205
O	0.0026	-0.0049	-0.0017
O	-0.0132	-0.007	0.0057
O	-0.0044	0.0188	-0.0036
O	0.0022	0.0114	-0.0063
O	0.0225	0.0048	0.0073
O	-0.0723	-0.1623	0.063
O	-0.006	-0.0234	-0.0156
O	0.0253	0.0104	-0.0062
O	0.0033	-0.0259	0.0059
O	-0.0009	0.0007	-0.0157
O	0.002	-0.0228	0.0189
O	-0.0044	0.0086	-0.0287
O	-0.0081	-0.0026	-0.0058
O	-0.0143	-0.0046	0.0151
O	0.0053	-0.019	0.0041
O	-0.0017	-0.0195	0.006
O	0.0033	0.0167	-0.0145
O	-0.0407	-0.0285	-0.0177
O	0.0156	-0.002	-0.0184
O	0.01	0.0064	-0.0119
O	0.013	-0.0197	0.0184
O	0.0033	0.0143	-0.01
O	-0.0026	-0.0208	-0.0159
O	-0.0134	0.0234	0.0144
O	-0.2102	0.41	0.0816
O	-0.0134	0.0005	0.0144
O	-0.0031	-0.0076	-0.0041
O	0.0127	-0.0146	-0.0236
O	0.0014	0.0049	-0.0093
O	-0.074	0.0306	-0.0069
O	0.0145	0.0018	-0.0262
O	0.0076	-0.0072	-0.0052
O	-0.0063	-0.0137	0.0019
O	0.0324	-0.0169	0.0039
O	0.0127	-0.009	-0.0043
O	-0.0147	-0.008	0.0262
O	0.0173	-0.0111	0.0372
O	-0.0094	0.0078	-0.015

The program warned: the cutoff lies below the one the program advises for these potential files; the forces do not sum to zero within the program's tolerance; the exchange-correlation potential is rough where the density is thin.
